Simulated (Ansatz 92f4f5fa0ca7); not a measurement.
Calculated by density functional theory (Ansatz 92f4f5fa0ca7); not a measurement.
Periodic cell of 290 atoms, Si144O114H32, with a vacuum gap, from a study of silicon, its oxide and their interface. The atomic structure is a simulated model.

Settings: functional r2SCAN; potential files Ansatz PAW; basis plane waves; wave-function cutoff 800 eV; density cutoff ratio 5; exchange-correlation grid ratio 1; k mesh 1 x 1 x 1, shifted by 0.5 0.5 0 of a step; self-consistency stop 1e-11 eV per atom in the density residual; occupations fixed; spin none; net charge 0; applied field sawtooth along c, amplitude +0.015 V/angstrom in the program's sign convention, ramp centred at 0.9897 of c and 0.0207 of c wide, no dipole correction.

Cell vectors (angstrom)
a  10.88  0  0
b  0  10.88  0
c  0  0  48.3874

Atoms: element, x, y, z (angstrom)
Si  4.9703  1.2588  34.7111
Si  7.7017  3.9441  34.9519
Si  5.5591  6.175  34.8088
Si  6.6754  -3.1486  36.1479
Si  0.0795  0.5939  34.7618
Si  3.2158  3.0662  34.6486
Si  10.2946  6.7515  34.3633
Si  2.2842  -1.5858  34.8877
Si  6.5505  2.2927  36.1295
Si  9.3803  5.161  35.9843
Si  8.1596  -1.8815  34.8734
Si  9.4153  -0.4471  36.1814
Si  1.3084  2.2664  35.8885
Si  3.965  4.9032  35.9869
Si  11.9226  7.668  35.9705
Si  3.9167  -0.3694  36.0717
Si  5.2565  3.6575  37.5158
Si  8.0522  6.4037  37.4899
Si  5.2767  -1.7629  37.3952
Si  7.9883  0.9367  37.411
Si  10.7825  3.6899  37.2231
Si  13.385  6.3001  37.2574
Si  10.7116  9.0184  37.4992
Si  2.537  0.9449  37.4363
Si  3.8778  2.2896  38.8273
Si  6.6665  5.0235  38.7827
Si  3.8793  7.7015  38.6403
Si  6.632  -0.425  38.782
Si  9.4009  2.3412  38.6458
Si  12.0764  4.9871  38.7061
Si  9.353  7.7338  38.8836
Si  12.0868  -0.449  38.7648
Si  5.2698  0.9246  40.1471
Si  8.04  3.6445  40.0677
Si  5.2549  6.3933  40.0569
Si  7.9722  9.1092  40.1789
Si  10.7095  0.9546  40.05
Si  13.3985  3.6616  40.1457
Si  10.7421  6.3314  40.1353
Si  2.5885  9.0689  40.0621
Si  6.6726  2.3102  41.435
Si  9.3494  4.9784  41.4735
Si  6.5806  7.7255  41.48
Si  9.3671  -0.3726  41.4519
Si  12.0354  2.2739  41.4779
Si  3.9352  5.0298  41.4388
Si  1.2474  7.7291  41.4281
Si  3.9044  -0.4671  41.4742
Si  1.3941  4.1002  6.9036
Si  4.0291  6.7573  6.9235
Si  1.3348  9.5147  6.9857
Si  4.0964  1.4094  6.9385
Si  6.7508  4.0443  6.9726
Si  -1.303  6.833  6.919
Si  6.8486  -1.3321  6.8598
Si  9.5016  1.3395  6.9372
Si  0.0366  2.7207  8.2172
Si  2.6964  5.4095  8.368
Si  0.0168  8.139  8.3836
Si  2.7183  0.0552  8.2411
Si  5.3846  2.7274  8.4052
Si  8.1844  5.4495  8.1693
Si  5.4424  8.1824  8.1181
Si  8.1513  -0.0156  8.324
Si  1.3794  1.3964  9.6361
Si  3.9793  4.0465  9.8268
Si  1.3712  6.7647  9.7767
Si  4.1193  -1.3328  9.4646
Si  6.7515  1.3063  9.6998
Si  -1.3361  4.1022  9.4958
Si  6.7964  6.8243  9.4301
Si  -1.3575  9.5195  9.7126
Si  2.5796  2.6723  11.2819
Si  5.4954  5.5102  10.8755
Si  2.873  8.216  10.8998
Si  5.3426  -0.0675  11.0208
Si  -2.656  2.7092  10.8447
Si  -0.1015  5.3861  11.068
Si  8.0436  8.1562  10.9193
Si  0.0754  -0.0002  11.0093
Si  0.6009  3.5508  12.395
Si  4.7032  7.3264  12.1107
Si  1.879  -0.9776  12.1868
Si  3.5528  0.7676  12.3586
Si  -3.5907  4.5117  11.9542
Si  1.8171  -2.018  14.2886
Si  6.3739  -1.7795  12.2737
Si  -0.9651  1.7603  12.1468
Si  -2.3148  8.0788  20.4484
Si  8.4535  2.5157  25.3633
Si  -1.6785  1.2541  14.3061
Si  3.9438  4.1578  29.5886
Si  8.164  5.1535  14.5738
Si  -2.0367  6.3126  12.0719
Si  -2.412  4.3786  19.5715
Si  -0.9869  -1.3858  15.4314
Si  5.811  -0.4355  23.3348
Si  9.8697  -0.225  29.5176
Si  6.8686  0.4978  30.1758
Si  1.5573  2.7145  25.0467
Si  -2.1251  0.6341  23.109
Si  -0.8063  3.988  15.1098
Si  2.5238  2.1358  20.4442
Si  -1.7421  0.1005  20.3143
Si  3.9691  6.7401  14.2045
Si  4.827  -0.02  25.9088
Si  4.1062  -0.0572  15.2779
Si  4.1845  1.9722  17.6926
Si  6.1753  3.4341  30.1784
Si  5.39  5.8072  22.4507
Si  10.5062  5.8371  32.0411
Si  9.7875  7.4455  29.4483
Si  5.6226  -2.4837  20.9527
Si  6.1136  -0.175  33.1127
Si  1.1239  -0.5536  19.9971
Si  4.2095  -2.7008  32.7916
Si  8.3909  3.5594  32.1228
Si  3.3674  -2.1268  19.0406
Si  9.6559  7.0767  26.4711
Si  5.1882  2.8816  21.9296
Si  0.7309  4.6012  19.9592
Si  6.6476  7.1873  26.7908
Si  7.612  6.2793  17.1981
Si  6.1081  2.7284  25.0779
Si  4.4273  7.0651  30.051
Si  -2.5213  5.6875  22.2858
Si  2.0638  -2.4601  23.664
Si  5.499  -1.5724  28.3827
Si  10.4968  1.466  31.888
Si  6.97  6.0074  29.3466
Si  7.0358  -0.8416  14.3852
Si  10.3626  -1.3834  24.8583
Si  0.9625  5.3608  17.1842
Si  3.7392  4.7727  16.2155
Si  3.9454  4.1688  26.4797
Si  4.9609  7.3141  16.8974
Si  4.1519  6.6838  25.0825
Si  10.2051  4.7728  24.6886
Si  1.5782  7.4332  20.9096
Si  -0.8265  7.7533  17.6493
Si  2.9851  0.3712  23.8418
Si  10.557  0.9712  26.7221
Si  6.8296  1.8267  19.4682
Si  1.9053  3.577  31.8545
O  -0.8078  4.3111  19.5726
O  2.8638  -2.3885  33.6001
O  4.1123  5.1601  14.6639
O  3.963  0.9116  13.965
O  -2.5668  -1.6797  15.0434
O  -1.3717  7.7951  19.1646
O  8.2654  6.9183  29.5161
O  10.6341  0.2377  30.8612
O  10.172  0.9629  33.3841
O  -1.4008  5.1378  23.2902
O  3.1253  -2.9797  24.7735
O  -0.7143  0.1373  14.9965
O  1.5063  4.7405  18.5601
O  3.8216  3.7158  28.0265
O  7.3701  -0.9111  33.8271
O  5.6389  -0.6741  15.248
O  12.1061  -0.4835  34.3022
O  5.6824  -0.9537  24.8718
O  5.6511  1.7428  18.3636
O  5.9266  6.5629  30.4638
O  7.245  4.4175  29.4123
O  1.9589  1.6335  23.8683
O  7.6673  0.6764  14.2436
O  6.721  -2.243  27.5399
O  3.1109  2.0835  18.9156
O  6.6484  5.0488  34.318
O  7.2481  5.3608  15.9162
O  6.9781  8.0591  20.1338
O  -0.3312  0.0122  19.5023
O  3.7318  7.7217  31.3325
O  10.6285  0.4293  28.2413
O  -0.762  -1.637  17.028
O  6.4864  7.4199  17.4015
O  -1.8896  6.9638  16.7422
O  8.0416  4.6362  21.1024
O  0.2528  -2.2206  14.7614
O  10.2897  6.9814  27.968
O  11.5522  3.9174  24.4014
O  7.8279  3.0141  19.0551
O  3.537  5.7197  26.229
O  3.9166  0.7393  16.6765
O  4.8709  7.5486  15.3048
O  4.0851  3.2944  16.7438
O  6.9248  5.9518  22.9958
O  9.3008  2.441  31.3792
O  9.1617  3.9475  25.611
O  7.8612  5.5111  18.591
O  2.8686  -1.1309  15.2036
O  10.5408  6.1159  25.5213
O  5.5096  1.4329  25.8462
O  5.1956  4.4626  21.5924
O  4.4613  -2.7074  28.8733
O  11.8063  4.8661  31.9178
O  6.8255  3.4871  31.6822
O  5.6437  2.8181  23.5025
O  6.0002  -0.7577  29.6657
O  -2.2605  6.4977  13.7285
O  3.2981  0.0816  25.4056
O  2.7799  3.4864  30.4985
O  2.3578  -0.9481  23.1723
O  11.9046  2.2403  31.9351
O  0.8377  -1.9691  20.7953
O  6.2114  2.0775  20.9504
O  2.9641  3.2525  25.5969
O  6.2849  1.9081  29.6261
O  8.3518  0.3041  29.5962
O  4.7474  -0.5578  27.4009
O  8.0983  6.6475  26.3574
O  5.0856  -1.3525  32.6809
O  4.4612  0.4672  23.1038
O  2.1778  5.1667  16.1782
O  7.1488  0.4394  23.1641
O  4.015  -2.4855  17.621
O  4.5723  -1.6605  20.0345
O  2.2168  -0.9893  18.8574
O  2.4353  7.3406  14.2909
O  9.5795  -2.2817  25.9353
O  0.7799  6.025  20.7547
O  0.4295  3.9271  14.0178
O  0.5509  6.9126  17.4978
O  3.6173  5.7521  29.6102
O  3.6951  2.3964  21.5228
O  1.8198  0.6976  20.7776
O  9.1647  -2.934  34.0943
O  5.0129  6.9592  33.4852
O  7.1812  4.2766  13.5961
O  11.439  -2.3912  24.2168
O  9.4297  -0.7069  23.7239
O  -1.6008  1.037  21.6283
O  11.6041  2.1483  26.3308
O  7.8166  0.522  19.4645
O  5.9147  -1.6381  22.2894
O  9.101  1.9461  23.9755
O  -1.4834  2.5151  15.3068
O  8.4254  3.2062  33.6909
O  9.0117  1.4742  26.5013
O  -1.9506  7.0465  21.6244
O  2.91  3.6097  33.1227
O  11.0264  -0.1912  25.7013
O  9.1005  5.005  31.8737
O  4.481  5.8014  17.2303
O  5.0036  6.9955  21.4331
O  9.8783  -1.8317  29.4762
O  -2.0104  -1.333  20.9824
O  6.1765  6.15  27.9365
O  10.5691  6.8458  30.7438
O  2.1663  7.412  22.4113
O  1.43  3.3278  20.6668
O  5.4594  3.9785  25.8989
O  6.7493  0.5142  31.7886
O  2.6891  7.4503  19.7306
O  -0.2622  4.5124  16.5505
O  5.5771  7.2408  25.6011
O  4.4068  5.8406  23.726
H  5.8492  3.1303  42.3675
H  7.4963  1.4902  42.3675
H  8.5104  5.7826  42.406
H  10.1558  4.1415  42.406
H  5.767  8.5553  42.4124
H  7.3915  6.8928  42.4124
H  8.5435  0.4474  42.3843
H  10.1904  -1.1929  42.3843
H  11.2042  3.0862  42.4104
H  12.8616  1.4566  42.4104
H  4.7607  4.2117  42.3713
H  3.1282  5.8661  42.3713
H  2.0802  6.9185  42.3606
H  0.4325  8.5578  42.3606
H  3.0847  0.3568  42.4067
H  4.7309  -1.2842  42.4067
H  2.2176  3.2801  5.9712
H  0.5686  4.9183  5.9712
H  3.2183  7.5899  5.991
H  4.8682  5.9531  5.991
H  0.5084  10.3318  6.0533
H  2.1485  8.6849  6.0533
H  4.9199  0.5893  6.0061
H  3.2728  2.2293  6.0061
H  7.582  3.232  6.0402
H  5.9444  4.8812  6.0402
H  -2.1359  7.6436  5.9866
H  -0.4959  5.9967  5.9866
H  7.6635  -2.1607  5.9273
H  6.0253  -0.5118  5.9273
H  8.6754  2.1569  6.0048
H  10.3214  0.5157  6.0048

Results
free energy: -157630.508 eV
free energy less fixed offsets of H -15.71, O -570.45, Si -639.56 eV per atom: 0.152 eV

Forces (eV/angstrom), in the order of the atoms: element, x, y, z
Si  0.007  -0.005  0.0137
Si  -0.0059  -0.0021  0.0219
Si  -0.001  -0.0041  0.0278
Si  -0.0067  -0.0157  -0.0146
Si  0.0031  -0.0042  0.0317
Si  -0.0012  0.0063  0.0323
Si  -0.0052  0.0067  0.0282
Si  0.003  0.0059  0.0168
Si  0.0112  0.0257  -0.0179
Si  -0.0216  -0.0134  -0.014
Si  -0.0002  0.005  0.0298
Si  0.0098  0.0022  -0.018
Si  -0.0058  -0.0214  -0.016
Si  0.0172  0.0033  -0.0176
Si  0.0084  0.0214  -0.0116
Si  -0.0162  -0.0087  -0.0195
Si  -0.0122  -0.0194  -0.0049
Si  0.0121  0.0216  0.007
Si  0.026  0.0232  0.0192
Si  -0.0228  -0.0169  0.0131
Si  0.013  0.0116  0.0133
Si  -0.0118  -0.0121  0.0126
Si  -0.0195  -0.0085  0.0046
Si  0.0266  0.0222  -0.0009
Si  0.0118  0.0208  0.0105
Si  -0.0104  -0.0083  0.0081
Si  -0.0043  0.0066  0.0299
Si  0.0121  0.006  0.013
Si  -0.0219  -0.0142  0.0289
Si  0.0034  0.0011  0.0342
Si  -0.0084  0.0037  0.0028
Si  0.0074  0.0026  0.0156
Si  -0.0133  0.0186  0.138
Si  -0.0178  0.0196  0.2113
Si  0.0283  -0.0252  0.212
Si  -0.0027  0.001  0.1474
Si  0.0227  -0.0147  0.2157
Si  0.022  -0.0322  0.1474
Si  -0.0127  0.0186  0.1512
Si  -0.0162  0.017  0.2155
Si  -0.1033  -0.1737  0.353
Si  0.183  0.0721  0.3584
Si  0.1036  0.1573  0.288
Si  -0.1692  -0.1414  0.3637
Si  0.1312  0.1491  0.2511
Si  -0.1824  -0.0604  0.3436
Si  -0.1514  -0.1419  0.422
Si  0.1928  0.1243  0.2834
Si  -0.0846  -0.1266  -0.2805
Si  0.1171  0.1025  -0.2781
Si  0.0707  0.0923  -0.258
Si  -0.1239  -0.0356  -0.3534
Si  0.0711  0.1827  -0.292
Si  -0.0924  -0.1372  -0.4121
Si  -0.0918  -0.1353  -0.4595
Si  0.0966  0.096  -0.2327
Si  -0.0133  0.01  -0.1518
Si  0.0004  -0.0072  -0.2013
Si  0.0236  -0.0052  -0.1806
Si  -0.0209  0.0049  -0.1416
Si  -0.0007  -0.0022  -0.1852
Si  0.0116  -0.0057  -0.1394
Si  0.0131  -0.0114  -0.1587
Si  0.0017  0.0117  -0.2008
Si  0.0077  -0.007  -0.0105
Si  0.0101  -0.0003  -0.0392
Si  -0.0098  -0.0039  -0.0339
Si  0.0128  -0.0023  -0.0033
Si  0.0201  0.0051  -0.0344
Si  0.0029  0.0055  0.0045
Si  -0.0071  0.028  0.0087
Si  -0.0061  0.0015  -0.0341
Si  -0.0246  -0.0302  -0.0066
Si  0.0353  0.031  -0.0122
Si  0.0217  0.0274  -0.013
Si  -0.0276  -0.0369  -0.0145
Si  0.0351  0.0404  -0.0074
Si  -0.0391  -0.0391  -0.0069
Si  -0.044  -0.0359  -0.0197
Si  0.0213  0.0337  -0.0149
Si  0.0025  0.0137  0.0305
Si  -0.0143  -0.0084  0.0104
Si  -0.0083  -0.0055  0.006
Si  0.0068  0.003  0.0179
Si  0.0072  -0.0021  0.0194
Si  -0.0022  -0.0057  0.0346
Si  0.0127  0.0058  0.0056
Si  -0.0087  -0.0027  0.0064
Si  -0.0001  -0.0001  0.048
Si  0.0036  -0.0076  0.0305
Si  0.0026  -0.0075  0.0262
Si  -0.0001  -0.0042  0.0496
Si  -0.0102  -0.0056  0.0315
Si  0.0045  -0.0147  0.0112
Si  -0.0128  -0.009  0.0556
Si  0.0019  -0.0102  0.0478
Si  -0.0017  0.0082  0.0421
Si  -0.0105  0.0266  0.0641
Si  -0.0046  0.0114  0.0229
Si  0.0059  0.0036  0.0398
Si  0.0061  -0.0022  0.0474
Si  0.0049  0.0062  0.0426
Si  0.001  -0.0016  0.052
Si  -0.0056  0.0047  0.0411
Si  0.0011  -0.0046  0.0346
Si  0.0056  -0.0102  0.0534
Si  0.0058  0.0129  0.0572
Si  0.0094  0.0016  0.0578
Si  0.0131  -0.0078  0.0377
Si  -0.0053  -0.0027  0.0422
Si  -0.006  -0.0069  0.0445
Si  0.0035  0.0279  0.0648
Si  0.0048  -0.0011  0.0434
Si  -0.0035  -0.0035  0.0495
Si  -0.0047  0.0013  0.0327
Si  0.0064  0.005  0.0591
Si  0.0095  0.0008  0.0554
Si  -0.0052  0.0021  0.0485
Si  -0.0004  -0.0012  0.0536
Si  0.0101  -0.0029  0.0473
Si  0.0013  0.0004  0.046
Si  0.0001  -0.0013  0.0484
Si  0.0035  0.0037  0.0524
Si  -0.0015  0.0079  0.0407
Si  -0.0132  0.0018  0.0579
Si  0.0049  -0.0086  0.0513
Si  -0.0054  0.0022  0.0442
Si  -0.0049  -0.0057  0.0626
Si  -0.0088  0.0141  0.0577
Si  -0.0033  -0.0085  0.0501
Si  -0.0006  -0.0048  0.0328
Si  -0.0026  -0.008  0.0469
Si  0.0094  0.0099  0.0485
Si  0.0016  -0.0153  0.0427
Si  -0.0066  -0.0038  0.0596
Si  -0.0059  0.0017  0.0505
Si  0.0054  -0.0052  0.0492
Si  0.0077  -0.0035  0.0437
Si  0.0022  0.0004  0.0552
Si  -0.0053  -0.0099  0.055
Si  -0.005  0.0049  0.0348
Si  -0.0022  -0.0114  0.061
Si  0.0055  0.0003  0.0449
Si  -0.0015  -0.0033  0.0567
O  -0.012  0.004  -0.0302
O  0.0133  -0.0056  -0.0255
O  -0.0043  0.0084  -0.0245
O  -0.0078  0.0087  -0.0391
O  -0.0097  0.0078  -0.0172
O  0.013  -0.0061  -0.0365
O  -0.0029  -0.0002  -0.0158
O  -0.0066  -0.0057  -0.0318
O  -0.0032  0.011  -0.0452
O  -0.0125  0.0104  -0.0291
O  -0.01  0.0019  -0.0172
O  -0.0024  0.0043  -0.0155
O  -0.0014  0.0064  -0.0322
O  -0.0025  -0.0005  -0.053
O  -0.012  0.0069  -0.0143
O  0.0079  -0.0012  -0.0228
O  0.0006  0.0008  -0.0097
O  0.005  0.0067  -0.0298
O  -0.0201  -0.0001  -0.0248
O  0.0048  -0.0078  -0.0139
O  0.0073  0.0107  -0.0176
O  0.0078  -0.0078  -0.0204
O  0.0005  -0.0012  -0.0179
O  0.0039  -0.0062  -0.023
O  0.0093  -0.0036  -0.0385
O  0.0018  0.0004  -0.0114
O  0.0008  -0.0124  -0.0312
O  0.0078  -0.0009  -0.0265
O  0.0008  -0.0022  -0.0058
O  0.0022  -0.0107  -0.0387
O  0.0082  0.012  -0.0377
O  -0.0021  0.0136  -0.0304
O  -0.003  -0.0028  -0.0157
O  -0.0055  0.0039  -0.019
O  0.0115  -0.0108  -0.0312
O  0.0108  0.0038  -0.0156
O  -0.0042  -0.003  -0.0411
O  -0.0077  -0.001  -0.0103
O  0.0011  0.0018  -0.0182
O  -0.0023  0.0055  -0.0172
O  0.0007  -0.0242  -0.0387
O  -0.0034  -0.0027  -0.0406
O  -0.0049  0.0098  -0.0209
O  0.0051  0.0001  -0.0148
O  -0.0006  -0.0002  -0.0105
O  0.0013  0.0019  -0.017
O  -0.0015  0.0178  -0.0323
O  -0.0031  -0.0043  -0.026
O  0.0068  -0.0147  -0.0253
O  0.0079  0.0071  -0.0155
O  0.001  -0.0068  -0.0149
O  0.0061  0.0128  -0.0343
O  -0.0045  0.0041  -0.0138
O  -0.0164  0.0025  -0.0355
O  -0.0138  -0.0022  -0.0412
O  -0.0101  -0.012  -0.0348
O  0.0045  0.0057  -0.0262
O  -0.0071  -0.0021  -0.0221
O  0.0179  0.007  -0.0386
O  -0.0006  -0.0026  -0.0113
O  -0.0029  0.0043  -0.0185
O  0.0009  0.0051  -0.007
O  0.0105  -0.0042  -0.0354
O  -0.0101  -0.0095  -0.024
O  -0.0064  0.0011  -0.0257
O  0.0065  -0.0081  -0.019
O  -0.0053  0.0146  -0.0348
O  0.0069  -0.0003  -0.0219
O  -0.0047  -0.0041  -0.0197
O  0.0026  0.0011  -0.0201
O  0.0087  0.0005  -0.0216
O  0.0038  0.0063  -0.0152
O  0.0085  -0.007  -0.0332
O  -0.0106  0.0003  -0.0245
O  0.004  -0.0036  -0.0179
O  -0.0024  0.003  -0.012
O  0.0095  0.0114  -0.0212
O  -0.001  -0.0098  -0.0249
O  0.0067  -0.0127  -0.0301
O  -0.0003  -0.006  -0.0143
O  -0.0039  -0.0047  -0.0217
O  -0.0131  -0.007  -0.0302
O  -0.0044  -0.0013  -0.015
O  0.008  -0.012  -0.0116
O  -0.0155  0.0132  -0.0335
O  -0.0099  -0.0015  -0.0218
O  0.0064  0.0016  -0.02
O  -0.0067  0.0034  -0.0264
O  0.001  -0.005  -0.033
O  0.0075  0.0079  -0.0207
O  -0.0095  0.0019  -0.0222
O  -0.0013  -0.0137  -0.0367
O  0.002  -0.0134  -0.0252
O  0.0009  -0.0019  -0.0166
O  0.0128  0.0021  -0.0475
O  -0.012  0.0099  -0.022
O  0.0025  0.0082  -0.0264
O  -0.0123  0.0103  -0.0367
O  -0.0021  -0.0087  -0.0254
O  0  0.0008  -0.0154
O  -0.0052  -0.0039  -0.0165
O  -0.0007  0.0092  -0.0185
O  -0.0022  0.0273  -0.0158
O  0.0084  -0.0046  -0.0099
O  -0.0079  0.0082  -0.0302
O  -0.0049  0.0115  -0.0347
O  -0.003  -0.0021  -0.0312
O  -0.0017  0.0049  -0.0236
O  0.0086  -0.0029  -0.0252
O  0.0087  0.011  -0.0679
O  0.0047  0.0035  -0.0197
O  -0.0134  -0.0069  -0.0328
O  -0.0189  -0.0009  -0.028
O  0.0126  -0.002  -0.036
H  0.344  -0.2072  -0.283
H  -0.3578  0.3501  -0.2448
H  0.2551  -0.2054  -0.3066
H  -0.362  0.3443  -0.235
H  0.3303  -0.4138  -0.2412
H  -0.2776  0.1811  -0.3007
H  0.4108  -0.3127  -0.2258
H  -0.1557  0.2706  -0.2829
H  0.2996  -0.3857  -0.2579
H  -0.2694  0.2333  -0.2986
H  -0.2651  0.2799  -0.2933
H  0.3624  -0.3324  -0.2252
H  -0.3267  0.3801  -0.2312
H  0.2057  -0.2297  -0.2816
H  0.1823  -0.3096  -0.3085
H  -0.3831  0.3572  -0.2507
H  -0.2475  0.4209  0.243
H  0.3384  -0.2572  0.2803
H  0.1179  -0.4517  0.2223
H  -0.4185  0.1968  0.2257
H  0.211  -0.4296  0.2624
H  -0.2712  0.2985  0.2779
H  -0.1776  0.3053  0.327
H  0.4246  -0.2681  0.2484
H  -0.4551  0.1113  0.274
H  0.2265  -0.4002  0.2516
H  0.4165  -0.1683  0.2917
H  -0.1914  0.4342  0.2565
H  -0.2212  0.3978  0.2272
H  0.3718  -0.1478  0.2322
H  0.2841  -0.2947  0.2531
H  -0.3908  0.2528  0.2259

The program warned: the cutoff lies below the one the program advises for these potential files; the forces do not sum to zero within the program's tolerance; empty levels may hold ghost states of the PAW files; the exchange-correlation potential is rough where the density is thin.
